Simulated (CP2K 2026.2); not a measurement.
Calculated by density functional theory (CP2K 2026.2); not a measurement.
Periodic cell of 504 atoms, Si360O144, from a study of silicon, its oxide and their interface. The atomic structure is a simulated model.
Doubt: the forces sum to 1.04 eV/angstrom along one axis rather than to zero, so they err by at least 0.0021 eV/angstrom per atom on average; the grid cutoff is modest.

Settings: functional PBE; method Gaussian and plane waves; basis set DZVP-MOLOPT-SR-GTH; pseudopotentials GTH-PBE; grid cutoff 350 Ry, relative cutoff 50 Ry; k points Gamma only; occupations fixed; spin none; net charge 0.

Cell vectors (angstrom)
a 16.32 0 0
b 0 16.32 0
c 5.0192 -3.5538 34.2877

Atoms and the computed forces on them: element, x, y, z (angstrom), force x, y, z (eV/angstrom)
Si 6.917 10.921 34.137 0.316 -0.339 0.254
Si 4.059 1.505 0.163 0.034 -0.02 -0.362
Si 1.667 3.725 0.028 -0.077 0.108 -0.62
Si 3.727 7.229 0.144 0.025 -0.052 -0.275
Si 1.545 9.444 0.126 -0.102 -0.03 -0.311
Si 4.067 12.254 0.36 0.036 0.049 -0.263
Si 7.127 14.547 0.131 -0.097 0.194 -0.318
Si 9.278 1.585 0.113 -0.081 -0.016 -0.323
Si 7.142 3.869 0.046 -0.113 0.043 -0.243
Si 9.811 6.524 0.171 -0.051 0.137 -0.158
Si 6.201 10.001 0.115 0.065 0.118 -0.401
Si 9.455 12.289 0.019 -0.038 -0.038 -0.141
Si 17.369 11.179 34.156 -0.012 -0.027 -0.053
Si 15.06 1.366 0.17 -0.028 -0.031 -0.105
Si 12.037 4.331 0.035 -0.069 0.133 -0.208
Si 14.723 7.144 0.092 0.004 0 -0.433
Si 12.493 9.317 0.279 -0.081 0.029 -0.262
Si 14.591 12.492 0.034 0.06 0.037 -0.063
Si 2.851 16.158 1.332 -0.117 0.092 -0.23
Si 5.555 2.744 1.444 0.097 0.14 -0.22
Si 2.661 5.488 1.329 0.032 -0.039 -0.094
Si 5.313 8.305 1.5 -0.046 -0.025 -0.116
Si 2.665 10.895 1.607 0.02 -0.126 -0.256
Si 5.515 13.592 1.567 0.115 0.02 -0.151
Si 8.142 -0.024 1.412 0.022 -0.052 -0.148
Si 10.883 2.749 1.395 -0.108 0.103 -0.189
Si 8.19 5.436 1.459 0.002 -0.026 -0.141
Si 10.909 8.117 1.525 0.053 -0.06 -0.316
Si 8.128 10.836 1.337 -0.199 -0.082 -0.126
Si 10.923 13.556 1.379 0.008 0.086 -0.191
Si 13.486 0.029 1.292 0.082 -0.169 -0.132
Si 16.397 2.733 1.474 -0.009 -0.004 -0.023
Si 13.636 5.464 1.386 -0.06 0.033 -0.201
Si 16.309 8.232 1.448 0.096 0.004 -0.235
Si 13.614 10.94 1.537 -0.017 0.005 -0.226
Si 16.384 13.596 1.237 -0.192 0.036 -0.246
Si 1.437 1.274 2.727 0.158 -0.122 0.137
Si 4.123 4.151 2.718 -0.137 -0.059 0.081
Si 1.302 6.782 2.792 0.037 -0.004 -0.008
Si 4.024 9.555 2.958 -0.052 -0.045 0.283
Si 1.269 12.274 2.829 -0.087 0.137 0.049
Si 4.158 14.969 2.866 -0.057 0.052 0.083
Si 6.817 1.333 2.832 0.019 -0.05 0.076
Si 9.539 4.081 2.836 0.004 -0.028 0.16
Si 6.774 6.853 2.743 -0.007 0.047 -0.065
Si 9.463 9.481 2.772 0.005 0.091 0.007
Si 6.878 12.202 2.856 0.162 -0.001 0.131
Si 9.568 14.969 2.756 0.036 -0.073 0.073
Si 12.214 1.363 2.749 0.023 0.02 0.076
Si 14.997 4.109 2.773 -0.062 -0.02 0.033
Si 12.292 6.777 2.861 0.055 -0.031 0.142
Si 15.007 9.582 2.856 -0.009 0.088 0.161
Si 12.219 12.247 2.849 -0.102 -0.002 0.137
Si 14.976 14.996 2.666 0.113 0.003 -0.175
Si 16.339 -0.014 4.133 -0.052 0.043 -0.129
Si 2.777 2.714 4.102 -0.035 0.006 -0.17
Si 16.302 5.444 4.202 0.036 0.023 -0.004
Si 2.662 8.123 4.225 0.082 0.076 -0.053
Si 16.315 10.919 4.263 0.039 -0.042 -0.036
Si 2.723 13.605 4.17 -0.047 0.009 -0.043
Si 5.468 0.021 4.241 -0.034 0.026 -0.007
Si 8.182 2.698 4.197 0.081 0.041 -0.063
Si 5.447 5.484 4.148 -0.078 -0.024 -0.008
Si 8.138 8.147 4.172 0.003 0.021 0.051
Si 5.46 10.902 4.254 0.04 -0.075 -0.086
Si 8.225 13.618 4.193 -0.094 -0.064 -0.129
Si 10.893 0.015 4.163 -0.011 -0.064 -0.014
Si 13.616 2.717 4.111 0.024 -0.026 0.008
Si 10.907 5.427 4.223 0.021 -0.01 -0.092
Si 13.638 8.187 4.206 -0.075 -0.06 -0.093
Si 10.836 10.859 4.167 -0.037 0.104 -0.022
Si 13.637 13.635 4.136 0.004 0.001 -0.098
Si 17.703 -1.354 16.529 -0.008 -0.007 0.028
Si 4.108 1.373 16.567 -0.008 -0.034 0.058
Si 17.715 4.089 16.547 -0.024 -0.033 0.044
Si 4.088 6.788 16.556 0.027 0.021 0.051
Si 17.71 9.517 16.519 0.012 -0.004 0.004
Si 4.106 12.236 16.533 -0.005 -0.021 0.039
Si 6.815 -1.346 16.563 0.013 -0.002 0.032
Si 9.52 1.389 16.549 0.014 -0.007 0.029
Si 6.809 4.098 16.575 -0.004 0.006 0.065
Si 9.505 6.797 16.586 0.002 0.013 0.071
Si 6.816 9.52 16.55 -0.029 -0.021 0.045
Si 9.505 12.239 16.552 0.022 0.041 0.038
Si 12.274 -1.312 16.524 -0.025 -0.036 0.018
Si 14.956 1.37 16.533 0.02 0.039 0.018
Si 12.226 4.095 16.555 0.007 0.02 0.041
Si 14.966 6.801 16.517 -0.018 -0.012 0.011
Si 12.221 9.522 16.544 0.011 0.029 0.056
Si 14.976 12.256 16.527 0.008 0.007 0.031
Si 2.766 -0.033 17.915 -0.035 0.076 0.059
Si 5.44 2.761 17.963 0.047 -0.036 -0.016
Si 2.752 5.423 17.962 -0.022 0.008 0.005
Si 5.459 8.148 17.914 0.024 0.028 0.136
Si 2.733 10.884 17.896 0.035 -0.017 0.123
Si 5.498 13.55 17.922 -0.059 0.082 -0.034
Si 8.13 0.077 17.93 0.047 -0.069 0.088
Si 10.879 2.728 17.946 -0.054 0.017 0.023
Si 8.165 5.423 17.994 -0.051 0.03 0.122
Si 10.833 8.201 17.952 0.054 -0.068 -0.048
Si 8.15 10.876 17.959 -0.011 -0.016 -0.061
Si 10.896 13.642 17.845 0.053 -0.007 0.092
Si 13.602 0.047 17.947 0.007 -0.009 -0.032
Si 16.336 2.718 17.882 -0.01 -0.026 0.064
Si 13.574 5.489 17.902 0.085 -0.015 0.067
Si 16.38 8.116 17.867 -0.065 0.052 0.012
Si 13.623 10.874 17.879 -0.091 0.04 0.067
Si 16.323 13.634 17.905 0.046 -0.045 0.017
Si 17.702 1.344 19.259 -0.053 -0.073 -0.064
Si 4.094 4.082 19.388 0.035 0.015 -0.001
Si 17.703 6.785 19.312 -0.024 0.031 -0.056
Si 4.103 9.52 19.281 -0.023 -0.003 -0.133
Si 17.684 12.256 19.261 -0.023 0.029 -0.138
Si 4.154 -1.41 19.274 -0.049 -0.051 -0.115
Si 6.781 1.436 19.376 0.078 0.005 -0.025
Si 9.522 4.03 19.386 -0.032 -0.013 -0.055
Si 6.783 6.805 19.366 -0.048 -0.011 -0.053
Si 9.477 9.541 19.37 -0.001 -0.055 0.058
Si 6.806 12.202 19.369 -0.08 -0.05 0.053
Si 9.548 -1.3 19.211 0.032 0.066 -0.228
Si 12.246 1.409 19.345 0.032 -0.012 -0.036
Si 14.974 4.115 19.222 -0.026 0.046 -0.146
Si 12.198 6.842 19.301 0.004 -0.018 -0.073
Si 15.011 9.468 19.195 0.007 -0.003 -0.168
Si 12.249 12.276 19.219 0.066 0.027 -0.103
Si 14.993 -1.299 19.292 0.009 -0.025 -0.022
Si 16.374 0.003 20.7 -0.007 0.077 0.322
Si 19.024 2.681 20.681 -0.062 -0.036 0.125
Si 16.331 5.417 20.646 -0.033 -0.108 0.163
Si 19.068 8.153 20.651 0.012 0.059 0.215
Si 16.326 10.832 20.558 0.059 -0.003 0.282
Si 19.106 13.553 20.629 -0.034 -0.072 0.236
Si 5.438 -0.017 20.665 0.033 0.001 0.234
Si 8.137 2.744 20.875 0.009 0.019 0.144
Si 5.407 5.461 20.81 0.039 0.113 0.206
Si 8.121 8.17 20.789 -0.088 -0.072 0.121
Si 5.414 10.82 20.767 -0.07 0.042 0.188
Si 8.24 13.642 20.565 0.086 -0.006 0.142
Si 10.845 0.043 20.666 -0.014 -0.123 0.091
Si 13.639 2.816 20.645 0.042 0.005 0.166
Si 10.882 5.44 20.695 0.066 0 0.178
Si 13.644 8.187 20.6 -0.024 0.01 0.183
Si 10.882 10.957 20.628 0.021 0.153 0.183
Si 13.627 13.643 20.595 -0.044 0.016 0.226
Si 17.972 -1.246 21.99 -0.041 0.006 0.242
Si 3.773 1.032 21.983 0.124 0.095 0.406
Si 17.473 3.85 22.024 -0.017 -0.031 0.186
Si 4.167 7.012 22.167 -0.067 -0.014 0.088
Si 17.871 9.694 21.947 -0.086 0.008 0.131
Si 3.758 11.925 22.071 0.16 0.177 0.243
Si 7.097 -1.162 21.896 -0.15 -0.079 0.289
Si 9.286 1.07 22.136 0.064 0.142 0.478
Si 7.015 4.416 22.213 -0.133 -0.056 0.365
Si 9.314 6.568 22.047 0.171 0.139 0.22
Si 6.447 9.192 22.156 0.2 0.152 0.213
Si 9.818 12.613 21.97 0.002 -0.091 0.336
Si 12.045 -1.524 21.923 -0.018 -0.056 0.307
Si 15.244 1.706 21.945 0.016 -0.065 0.138
Si 12.522 4.376 22.046 -0.12 -0.03 0.401
Si 14.75 6.579 21.936 -0.073 0.002 0.314
Si 12.565 9.879 21.832 -0.072 -0.057 0.351
Si 14.798 12.035 21.852 -0.012 -0.012 0.343
Si 6.354 -1.617 24.747 0.092 0.177 0.644
Si 19.086 5.278 24.423 -0.075 0.002 0.372
Si 20.239 11.493 30.034 -0.107 -0.18 -0.545
Si 19.8 0.827 27.468 -0.142 -0.063 0.127
Si 15.268 3.057 29.141 -0.011 -0.089 -0.423
Si 8.469 -0.517 26.609 0.112 0.024 0.291
Si 18.627 9.339 28.893 -0.064 0.024 -0.205
Si 10.784 -2.519 26.829 -0.015 0.052 0.215
Si 7.997 7.891 26.822 -0.023 0.032 0.298
Si 16.353 7.56 29.209 -0.148 0.271 -0.406
Si 6.383 0.44 28.708 0.16 0.079 -0.252
Si 15.907 12.635 26.877 0.025 -0.27 0.476
Si 14.018 -0.226 23.916 -0.176 0.08 0.559
Si 6.633 -0.806 31.49 0.072 0.24 -0.454
Si 6.147 9.492 30.162 0.071 -0.032 -0.62
Si 9.337 11.674 24.895 0.209 0.126 0.564
Si 5.348 12.7 32.397 -0.179 0.095 -0.419
Si 11.509 5.389 31.443 -0.183 0.072 -0.546
Si 18.92 11.838 27.441 -0.031 -0.134 0.064
Si 13.628 0.401 29.261 0.148 -0.072 -0.242
Si 15.817 6.963 32.148 0.232 -0.021 -0.455
Si 9.603 -1.769 31.426 0.084 -0.048 -0.471
Si 11.687 4.115 25.059 0.231 0.195 0.573
Si 5.555 3.906 25.09 0.119 0.026 0.557
Si 11.329 0.816 31.354 0.068 -0.193 -0.579
Si 4.487 7.236 29.233 -0.036 0.096 -0.479
Si 11.641 9.559 24.761 0.116 0.162 0.592
Si 16.848 6.281 26.383 -0.388 -0.218 0.496
Si 9.093 9.619 29.209 0.1 0.113 -0.163
Si 10.624 12.306 29.494 -0.114 -0.139 -0.278
Si 20.241 2.55 31.439 -0.113 0.08 -0.712
Si 4.696 1.147 24.9 -0.104 -0.163 0.469
Si 10.191 1.53 25.205 -0.145 -0.22 0.684
Si 4.604 12.292 25.113 -0.074 -0.236 0.589
Si 12.565 -0.283 26.364 -0.134 -0.217 0.607
Si 14.167 4.313 31.702 0.123 -0.204 -0.601
Si 14.314 10.035 25.853 -0.031 0.065 0.632
Si 15.399 -2.158 29.368 -0.146 0.326 -0.3
Si 13.616 7.781 27.987 -0.103 -0.043 0.015
Si 9.441 3.222 31.489 -0.082 0.055 -0.617
Si 6.726 3.137 29.901 0.139 0.039 -0.424
Si 4.986 7.539 32.131 0.113 -0.099 -0.416
Si 15.341 12.45 32.032 -0.061 0.146 -0.379
Si 12.584 10.946 31.544 -0.394 -0.005 -0.716
Si 16.118 13.802 23.981 0.066 -0.158 0.508
Si 16.137 8.316 24.19 -0.146 0.045 0.427
Si 18.012 -0.514 29.404 -0.129 -0.012 -0.518
Si 6.799 10.169 25.138 -0.163 -0.042 0.648
Si 18.158 2.462 29.322 -0.107 0.068 -0.313
Si 10.368 6.992 24.964 -0.036 -0.058 0.549
Si 6.279 5.455 27.752 -0.041 0.11 0.149
Si 14.122 4.94 26.851 -0.004 0.13 0.211
Si 18.984 -0.277 32.102 -0.103 -0.076 -0.406
Si 11.671 8.332 30.193 -0.141 0.168 -0.448
Si 1.366 14.963 5.546 -0.003 0.015 -0.053
Si 4.092 1.394 5.562 0.027 0.009 -0.029
Si 1.387 4.055 5.509 -0.013 -0.012 -0.051
Si 4.076 6.794 5.567 0 0.002 -0.038
Si 1.356 9.527 5.595 -0.041 -0.022 0.021
Si 4.078 12.267 5.577 0.011 -0.007 0.027
Si 6.835 14.958 5.569 0.043 0.013 -0.028
Si 9.543 1.353 5.569 -0.033 -0.003 -0.033
Si 6.805 4.095 5.529 0.009 -0.002 -0.058
Si 9.522 6.806 5.554 0.019 -0.034 -0.026
Si 6.814 9.509 5.586 -0.042 0.02 -0.029
Si 9.544 12.243 5.578 0.001 -0.012 -0.034
Si 12.273 14.979 5.529 0.007 0.046 -0.034
Si 14.976 1.364 5.508 0.046 -0.009 -0.064
Si 12.278 4.051 5.552 -0.055 0.046 -0.03
Si 14.97 6.814 5.586 0.016 0.017 -0.033
Si 12.232 9.531 5.549 0 -0.034 -0.027
Si 14.942 12.284 5.581 -0.011 -0.021 -0.025
Si 2.724 0.017 6.915 -0.023 0.021 0.016
Si 5.456 2.745 6.928 -0.029 -0.006 0.005
Si 2.721 5.418 6.92 0.038 -0.003 0
Si 5.439 8.155 6.943 -0.001 0.013 0
Si 2.729 10.89 6.948 0.05 -0.038 -0.008
Si 5.456 13.616 6.939 -0.039 0.008 0.008
Si 8.182 0.001 6.942 0.003 -0.009 0.028
Si 10.904 2.715 6.931 0.028 -0.015 0.022
Si 8.164 5.442 6.921 0.018 0 -0.002
Si 10.885 8.165 6.929 -0.001 0.019 -0.012
Si 8.175 10.883 6.944 -0.011 0.025 0.008
Si 10.916 13.617 6.923 -0.001 -0.05 -0.009
Si 13.621 0.02 6.91 -0.011 -0.018 0
Si 16.336 2.716 6.899 -0.004 0.013 -0.016
Si 13.613 5.432 6.932 -0.004 0.009 0.016
Si 16.322 8.168 6.962 -0.005 0.021 0.024
Si 13.587 10.898 6.932 -0.024 0.032 -0.001
Si 16.327 13.621 6.939 0.024 -0.012 0.022
Si 1.365 1.367 8.295 0.01 -0.011 -0.001
Si 4.089 4.084 8.307 -0.009 -0.002 0.007
Si 1.371 6.79 8.304 0 0.029 0.002
Si 4.089 9.524 8.315 -0.001 0.016 0.01
Si 1.364 12.253 8.311 -0.015 0.005 0.001
Si 4.089 14.983 8.297 0.028 -0.011 0.001
Si 6.814 1.373 8.297 0.02 0.01 0.003
Si 9.534 4.083 8.292 -0.007 -0.001 -0.005
Si 6.808 6.797 8.305 -0.016 -0.003 0.004
Si 9.535 9.525 8.312 0.009 0.013 0.005
Si 6.811 12.247 8.31 -0.015 -0.033 -0.002
Si 9.547 14.964 8.307 -0.013 0.015 -0.005
Si 12.262 1.362 8.304 -0.003 0.011 0.006
Si 14.984 4.076 8.292 0.001 0.015 0.001
Si 12.247 6.799 8.298 -0.018 -0.01 -0.003
Si 14.953 9.537 8.31 0.004 -0.037 -0.002
Si 12.248 12.256 8.317 0.01 0.003 0.009
Si 14.969 14.984 8.304 0.009 -0.002 0.002
Si 16.331 0.014 9.68 -0.013 0 -0.003
Si 2.728 2.721 9.675 0.005 0.003 -0.005
Si 16.33 5.438 9.68 0.006 -0.004 0.002
Si 2.728 8.157 9.678 0.009 -0.009 0
Si 16.322 10.891 9.681 0.003 0.002 0.005
Si 2.734 13.615 9.674 -0.001 -0.005 -0.004
Si 5.453 0.016 9.674 -0.025 0.005 0.006
Si 8.174 2.728 9.672 -0.001 -0.01 0
Si 5.448 5.442 9.68 -0.005 0.004 0.004
Si 8.169 8.163 9.675 0.008 0.01 0
Si 5.452 10.886 9.682 0.003 0.002 0.01
Si 8.177 13.607 9.679 0.004 -0.006 0
Si 10.899 0.009 9.681 0.012 -0.014 0.003
Si 13.619 2.727 9.674 -0.004 -0.007 -0.002
Si 10.886 5.444 9.672 0.005 0.013 0.003
Si 13.601 8.164 9.678 0.002 0.025 0.002
Si 10.889 10.891 9.686 -0.009 0.002 0.004
Si 13.614 13.618 9.681 0.004 -0.011 -0.008
Si 17.695 14.973 11.05 0.001 -0.008 -0.004
Si 4.092 1.369 11.052 0 -0.006 0.005
Si 17.693 4.081 11.054 -0.002 0.01 -0.002
Si 4.091 6.802 11.053 0.007 0.01 0.005
Si 17.686 9.522 11.048 -0.012 -0.005 0.001
Si 4.092 12.251 11.05 0.002 -0.003 0
Si 6.815 14.973 11.048 0.004 0 -0.003
Si 9.532 1.371 11.049 0 0.003 0.001
Si 6.812 4.084 11.049 0 -0.002 0.004
Si 9.527 6.804 11.049 -0.004 0.001 0.001
Si 6.813 9.524 11.051 -0.008 0.007 0.001
Si 9.529 12.248 11.06 0 -0.012 0.001
Si 12.253 14.972 11.059 -0.006 -0.001 -0.003
Si 14.973 1.371 11.055 0.01 -0.002 -0.004
Si 12.251 4.089 11.045 0 0.001 -0.001
Si 14.966 6.804 11.05 -0.001 0.008 -0.002
Si 12.246 9.527 11.057 -0.001 -0.005 0
Si 14.968 12.254 11.056 0.007 0.006 0.001
Si 2.733 0.01 12.428 0.004 -0.013 0
Si 5.455 2.725 12.426 -0.012 0.006 0
Si 2.735 5.439 12.427 -0.005 0.002 0.002
Si 5.456 8.16 12.421 -0.006 0.008 0.001
Si 2.735 10.88 12.419 -0.012 0.012 -0.002
Si 5.454 13.612 12.423 0.001 -0.01 -0.003
Si 8.172 0.013 12.428 -0.004 0.004 0.003
Si 10.884 2.739 12.422 0.018 -0.012 -0.006
Si 8.165 5.449 12.423 0.011 -0.001 0.003
Si 10.884 8.164 12.426 -0.003 0.017 -0.002
Si 8.169 10.884 12.43 0.005 0 0.006
Si 10.889 13.613 12.431 0.003 0.001 -0.005
Si 13.61 0.017 12.429 0.003 -0.009 -0.004
Si 16.333 2.726 12.431 -0.009 -0.005 -0.002
Si 13.605 5.447 12.428 -0.004 0.006 -0.002
Si 16.326 8.164 12.426 0.006 -0.003 -0.005
Si 13.604 10.893 12.429 0.019 -0.012 -0.003
Si 16.339 13.61 12.422 -0.008 0.008 -0.009
Si 17.697 1.371 13.805 -0.014 0.005 0.002
Si 4.101 4.084 13.803 0.004 -0.009 0.003
Si 17.692 6.801 13.794 -0.008 0.008 -0.004
Si 4.1 9.519 13.791 0.017 -0.014 -0.005
Si 17.699 12.245 13.791 0.011 -0.022 -0.001
Si 4.098 -1.347 13.8 -0.023 0.014 -0.004
Si 6.814 1.372 13.808 0.018 -0.026 0.005
Si 9.522 4.096 13.801 -0.022 0.017 0
Si 6.808 6.803 13.804 -0.009 0.014 0.008
Si 9.522 9.517 13.804 0.018 -0.002 -0.002
Si 6.811 12.251 13.8 -0.015 0.008 -0.005
Si 9.531 -1.346 13.805 0.021 -0.024 -0.004
Si 12.243 1.383 13.794 -0.011 0.011 -0.003
Si 14.968 4.085 13.8 0.017 -0.004 -0.006
Si 12.237 6.803 13.803 0.023 -0.001 0
Si 14.964 9.529 13.798 -0.026 0.027 -0.007
Si 12.242 12.252 13.807 -0.015 0.016 -0.001
Si 14.98 -1.346 13.789 0.012 -0.019 -0.005
Si 16.331 0.011 15.17 -0.006 -0.017 0.001
Si 2.748 2.723 15.18 -0.008 0.008 -0.006
Si 16.339 5.437 15.168 -0.026 0.002 -0.007
Si 2.747 8.151 15.161 -0.017 0.021 -0.003
Si 16.338 10.886 15.162 -0.007 0.008 0.008
Si 2.744 13.601 15.164 0 0.009 -0.002
Si 5.456 0.009 15.183 -0.011 -0.013 0
Si 8.162 2.746 15.183 0.022 -0.003 -0.027
Si 5.455 5.443 15.184 -0.002 0.002 -0.018
Si 8.169 8.154 15.185 -0.005 0.004 -0.016
Si 5.46 10.875 15.166 -0.018 0.009 -0.01
Si 8.166 13.615 15.177 0.012 0.009 0
Si 10.884 0.031 15.171 0.001 -0.012 -0.004
Si 13.594 2.74 15.175 0.011 -0.015 -0.001
Si 10.868 5.456 15.187 0.013 -0.009 0.004
Si 13.595 8.171 15.168 0.013 0.002 -0.008
Si 10.871 10.888 15.173 0.014 -0.02 -0.003
Si 13.617 13.622 15.159 0.014 0.006 0.002
O 14.877 -2.677 33.031 -0.08 0.243 0.187
O 12.78 10.465 25.51 -0.203 -0.102 -0.215
O 6.882 8.812 26.054 -0.231 0.072 -0.229
O 10.986 5.547 25.307 0.148 0.001 -0.324
O 6.242 4.767 26.291 -0.122 -0.297 -0.261
O 10.091 7.175 23.373 -0.166 0.064 -0.42
O 12.612 -0.766 23.286 -0.05 -0.059 -0.142
O 11.627 1.039 32.94 -0.023 -0.094 0.452
O 14.063 3.6 33.148 -0.213 0.114 0.473
O 7.046 9.839 23.562 -0.115 -0.142 -0.573
O 5.555 13.539 25.559 -0.027 0.018 -0.228
O 10.118 8.791 30.144 -0.026 -0.251 0.494
O 5.966 -0.309 30.084 -0.31 -0.219 0.525
O 15.926 1.894 33.823 -0.013 0.021 0.551
O 14.792 1.505 28.938 -0.047 -0.009 0.19
O 8.088 9.742 33.758 -0.196 0.339 0.613
O 15.059 8.271 32.798 -0.015 0.12 0.499
O 12.009 9.224 23.225 -0.25 0.023 -0.325
O 20.817 6.716 30.788 0.116 0.017 0.399
O 9.498 3.051 33.103 0.192 -0.255 0.286
O 19.585 12.325 26.052 0.108 0.292 -0.3
O 14.422 1.211 23.291 0.003 0.072 -0.062
O 6.29 0.297 32.671 0.158 -0.012 0.568
O 6.507 -2.024 23.184 0.083 -0.1 -0.509
O 5.563 -0.209 24.85 0.21 0.094 -0.024
O 14.69 5.832 31.889 -0.072 0.118 0.135
O 10.804 -0.712 31.115 0.078 -0.044 0.113
O 8.149 -0.062 22.582 -0.096 0.123 -0.523
O 8.865 8.856 27.802 -0.02 -0.043 -0.331
O 10.118 4.645 31.022 0.086 0.084 0.279
O 15.562 12.45 23.269 0.021 0.116 -0.269
O 11.691 11.38 32.856 -0.083 0.149 0.341
O 16.749 -1.378 28.926 -0.029 -0.061 -0.061
O 5.572 2.348 25.578 0.117 0.068 -0.222
O 14.236 8.832 26.938 0.003 0.241 -0.378
O 19.692 0.861 25.841 0.086 0.172 -0.27
O 10.625 3.032 25.672 0.046 0.045 -0.242
O 8.227 -0.935 31.207 -0.106 0.012 -0.044
O 5.039 0.688 27.855 -0.234 -0.066 -0.02
O 10.235 10.33 24.878 -0.012 -0.082 -0.353
O 12.743 0.175 27.911 0.033 -0.058 -0.066
O 20.401 12.319 31.418 0.172 -0.032 0.389
O 18.113 4.45 23.416 0.157 0.119 -0.429
O 17.57 -2.083 23.381 -0.024 -0.022 -0.139
O 9.924 1.529 23.601 -0.236 0.201 -0.75
O 7.826 -1.424 25.423 -0.243 -0.307 -0.349
O 11.92 11.762 30.292 0.271 -0.263 0.155
O 8.184 5.515 22.665 -0.042 -0.116 -0.455
O 14.975 13.329 28.027 0.111 -0.017 0.005
O 10.236 1.934 30.859 -0.19 -0.054 0.136
O 20.032 8.024 33.006 -0.005 0.252 0.175
O 9.677 11.107 28.93 -0.04 0.047 -0.024
O 7.888 -0.942 34.166 0.035 0.072 0.358
O 6.464 11.524 32.645 0.195 -0.198 0.16
O 21.064 -3.409 33.895 -0.084 0.033 0.18
O 16.618 11.688 32.742 0.067 -0.194 0.354
O 8.894 0.968 26.055 0.273 0.048 -0.224
O 16.672 7.149 30.751 -0.142 0.068 0.687
O 14.4 4.024 28.169 0.023 0.131 0.244
O 10.132 7.637 33.829 0.21 -0.272 0.672
O 10.981 13.667 22.536 -0.166 -0.139 -0.399
O 19.727 -1.298 33.111 -0.053 -0.258 0.137
O 15.445 7.136 23.322 0.116 -0.172 -0.227
O 11.452 8.106 25.485 0.126 -0.017 -0.348
O 10.107 12.804 25.762 -0.125 -0.194 -0.377
O 5.639 8.386 29.063 -0.169 0.028 0.081
O 7.337 6.686 27.688 0.203 -0.064 0.061
O 16.134 13.601 25.594 0.199 0.181 -0.63
O 12.499 9.347 31.166 0.066 0.082 0.498
O 19.013 -0.455 28.11 -0.258 0.071 0.151
O 6.375 4.024 23.696 0.106 -0.155 -0.672
O 19.165 10.244 30.16 0.058 -0.061 0.355
O 19.362 7.887 28.854 -0.035 -0.127 0.262
O 19.947 0.954 31.634 -0.141 -0.018 0.068
O 11.927 3.778 23.482 0.267 -0.194 -0.59
O 19.181 2.221 28.064 0.01 0 -0.041
O 12.158 -1.865 26.256 0.285 0.049 -0.501
O 9.762 -1.305 27.201 -0.087 0.275 -0.213
O 15.123 3.461 30.705 -0.097 -0.075 0.254
O 5.322 8.088 22.705 0.034 0.15 -0.216
O 18.638 -1.158 30.759 -0.062 0.092 0.61
O 5.282 2.857 30.591 -0.386 -0.003 0.417
O 7.405 -0.446 27.827 -0.082 0.044 0.199
O 14.728 7.634 29.169 0.085 -0.223 0.049
O 19.738 12.409 28.762 0.234 -0.015 0.126
O 15.049 9.477 24.524 0.207 -0.171 -0.498
O 15.558 5.283 26.135 0.227 0.026 -0.043
O 16.894 6.564 28.012 0.103 -0.183 -0.034
O 6.05 -2.274 31.843 -0.204 -0.301 0.131
O 13.571 11.069 22.404 0.048 -0.137 -0.616
O 13.122 4.118 25.864 -0.004 -0.223 -0.144
O 18.525 10.063 33.691 0.261 -0.142 0.39
O 12.26 8.364 28.662 -0.018 -0.109 -0.116
O 7.724 9.749 30.047 -0.236 -0.086 0.343
O 11.661 5.632 33.039 -0.05 0.137 0.448
O 17.343 8.986 23.343 0.197 -0.182 -0.456
O 5.342 10.858 25.4 -0.141 0.04 -0.34
O 9.713 -3.009 30.38 -0.219 0.281 0.228
O 9.063 12.136 23.362 -0.188 -0.047 -0.459
O 11.434 0.588 25.62 -0.083 -0.135 -0.222
O 17.574 1.01 29.789 -0.059 -0.082 0.33
O 4.012 4.372 24.92 -0.365 0.132 0.168
O 19.695 6.544 23.567 -0.021 0.399 -0.318
O 7.924 11.268 25.601 -0.018 0.247 0.133
O 5.415 10.892 29.754 0.088 -0.031 0.045
O 14.141 11.387 31.725 0.341 0.1 0.02
O 11.213 13.059 28.194 -0.021 -0.029 0.082
O 7.666 4.795 33.806 0.096 -0.071 0.418
O 5.954 6.601 33.041 -0.072 -0.016 0.303
O 7.121 1.858 28.975 0.219 -0.134 0.034
O 15.153 -1.3 23.542 0.117 0.007 -0.27
O 15.721 -3.158 30.605 -0.135 -0.507 0.455
O 9.675 -2.398 32.932 -0.164 -0.048 0.547
O 8.966 7.181 25.748 -0.013 0.018 -0.451
O 5.776 8.89 31.631 -0.056 -0.125 0.389
O 18.225 5.648 25.782 0.404 0.018 -0.141
O 16.651 7.702 25.612 0.242 0.445 -0.205
O 16.858 3.286 28.788 0.215 0.245 0.247
O 18.563 4.66 33.907 0.12 -0.166 0.536
O 18.975 3.162 30.555 0.176 0.009 0.234
O 16.909 6.489 33.232 0.282 0.131 0.398
O 13.95 -0.077 25.545 0.073 -0.247 -0.558
O 13.369 6.325 27.299 -0.148 0.024 0.005
O 17.634 0.255 32.854 0.036 -0.058 0.083
O 14.265 -1.037 29.725 0.107 -0.164 0.363
O 13.255 -0.815 33.788 0.175 -0.057 0.359
O 7.892 3.29 31.009 0.049 0.034 0.454
O 6.725 4.451 28.946 -0.094 0.103 0.246
O 13.615 5.525 22.556 -0.085 0.036 -0.601
O 16.355 2.76 22.6 -0.09 -0.077 -0.414
O 19.017 -0.092 22.574 0.103 -0.111 -0.69
O 20.412 3.194 32.908 0.012 0.298 0.79
O 18.911 10.843 22.532 0.214 -0.059 -0.242
O 11.701 6.797 30.674 0.223 -0.332 0.384
O 4.799 6.048 28.166 -0.064 -0.025 0.138
O 17.029 9.041 28.982 -0.089 0.111 -0.03
O 13.278 9.841 34.027 0.092 0.045 0.183
O 18.948 10.193 27.532 0.079 -0.022 -0.088
O 4.266 12.492 23.542 -0.007 0.192 -0.57
O 12.677 0.973 30.443 -0.006 0.262 0.309
O 12.701 4.372 30.995 0.025 -0.237 0.246
O 15.15 11.268 26.47 0.078 -0.028 -0.058
O 17.374 12.32 27.518 -0.047 0.053 0.018
O 4.343 1.674 23.405 0.131 -0.137 -0.582

Results
total energy: -101659.190 eV
total energy less fixed offsets of O -438.35, Si -107.03 eV per atom: -5.990 eV
